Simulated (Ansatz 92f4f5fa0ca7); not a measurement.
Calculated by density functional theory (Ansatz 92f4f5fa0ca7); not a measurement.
Periodic cell of 259 atoms, Si144O115, from a study of silicon, its oxide and their interface. The atomic structure is a simulated model.
Doubt: the cutoff is far below the 930 eV that the study's wrapper takes by default for these files, so forces and energies are approximate.

Settings
functional: PBE
potential files: Ansatz PAW
basis: plane waves
wave-function cutoff: 580 eV
density cutoff ratio: 5
exchange-correlation grid ratio: 1
k mesh: 1 x 1 x 1, Gamma-centred
self-consistency stop: 5e-08 eV per atom in the density residual
occupations: fixed
spin: none
net charge: 0

Cell vectors (angstrom)
a	10.938	0	0
b	0	10.938	0
c	0.5377	-2.6371	36.8245

Atoms and the computed forces on them: element, x, y, z (angstrom), force x, y, z (eV/angstrom)
Si	5.3862	6.2353	30.689	0.2195	0.1455	0.0429
Si	9.2773	10.1495	30.6826	-0.1332	-0.0869	-0.2372
Si	6.3536	1.7917	30.7879	-0.0193	0.126	-0.706
Si	8.5365	3.9862	30.9127	-0.2292	-0.0492	-0.7499
Si	1.0982	7.5028	30.7642	-0.4951	-0.4352	0.0367
Si	2.8083	9.2343	30.6819	0.3943	0.5058	-0.2823
Si	10.142	13.6662	32.0085	0.187	-0.2258	0.1473
Si	3.6344	4.6007	30.9463	-0.1919	-0.1955	0.1136
Si	4.5941	8.2167	31.8753	0.077	-0.2129	0.0192
Si	7.4803	11.04	31.9854	0.0316	-0.0138	-0.0262
Si	4.6895	2.8619	32.0991	0.0125	-0.0309	0.071
Si	7.2504	5.5457	32.0719	-0.1374	0.1073	0.0698
Si	10.1776	8.3802	31.9791	0.0763	-0.0674	-0.0018
Si	12.7763	10.9754	31.9457	-0.2018	0.118	0.0567
Si	10.9659	11.8645	30.5988	0.128	0.1695	0.0547
Si	1.9432	5.7021	32.1163	-0.007	0.0349	-0.0476
Si	3.3133	7.0008	33.4836	-0.0546	0.0616	0.0955
Si	6.0248	9.6221	33.2408	-0.1003	0.0583	-0.0203
Si	3.2412	12.376	33.3116	0.0649	-0.0614	-0.0489
Si	6.0115	4.1832	33.5261	0.0552	-0.0284	0.1252
Si	8.7213	6.9795	33.295	0.0688	-0.0629	-0.0181
Si	11.471	9.6937	33.4531	0.0378	-0.026	0.0693
Si	8.765	12.3825	33.4552	0.0234	0.0725	0.064
Si	11.496	4.1923	33.3355	-0.0433	0.0671	-0.0315
Si	4.6327	5.5757	34.8235	0.053	0.0425	-0.0723
Si	7.3681	8.315	34.7224	0.0211	-0.0463	-0.0327
Si	4.6488	11.0062	34.6829	-0.0578	-0.0255	0.0267
Si	7.3996	13.7501	34.8176	-0.0364	-0.007	-0.0014
Si	10.0903	5.5734	34.6994	-0.0379	-0.0606	0.029
Si	12.8389	8.3286	34.8072	-0.0061	-0.026	0.0171
Si	10.1121	11.0297	34.8238	0.0245	0.0514	-0.1376
Si	12.854	2.8254	34.7379	-0.0244	0.0101	-0.0577
Si	6.0067	6.9336	36.1385	0.205	0.155	0.0489
Si	8.7412	9.6681	36.1385	-0.2151	-0.1004	0.0594
Si	6.0067	12.4026	36.1385	-0.1503	-0.3294	-0.2213
Si	8.7412	4.1991	36.1385	0.2101	0.1938	-0.048
Si	11.4757	6.9336	36.1385	-0.1288	-0.1339	-0.2581
Si	3.2722	9.6681	36.1385	0.2179	0.2278	-0.0577
Si	11.4757	1.4646	36.1385	0.1238	0.1765	0.0862
Si	3.2722	4.1991	36.1385	-0.1503	-0.1326	0.0887
Si	4.1018	10.938	0.6813	-0.0261	0.1543	-0.0226
Si	6.8362	13.6725	0.6813	-0.1303	0.0039	0.0124
Si	4.1018	16.407	0.6813	0.016	-0.1033	-0.0148
Si	6.8362	8.2035	0.6813	0.1334	-0.0486	-0.0195
Si	9.5708	10.938	0.6813	-0.0155	-0.1557	-0.0061
Si	1.3673	13.6725	0.6813	0.1976	0.0254	-0.0219
Si	9.5708	5.469	0.6813	0.0105	0.1695	-0.0003
Si	12.3052	8.2035	0.6813	-0.1934	-0.0148	-0.0123
Si	2.7345	9.5708	2.0485	-0.1483	0.2097	-0.1384
Si	5.469	12.3052	2.0485	-0.1375	0.0813	0.0698
Si	2.7345	15.0397	2.0485	0.1243	-0.2523	0.0327
Si	5.469	6.8362	2.0485	0.2407	-0.1611	-0.1354
Si	8.2035	9.5708	2.0485	0.1186	-0.1627	0.1109
Si	10.938	12.3052	2.0485	0.2215	-0.1464	-0.1009
Si	8.2035	15.0397	2.0485	-0.2307	0.1762	-0.1557
Si	10.938	6.8362	2.0485	-0.1963	0.2527	-0.0303
Si	4.1101	8.2111	3.349	-0.0501	0.026	0.0966
Si	6.8247	10.9276	3.387	0.0538	0.0305	-0.0473
Si	4.1023	13.662	3.4738	0.0026	0.0369	0.0154
Si	6.8305	5.4634	3.4537	0.0072	-0.0153	0.1366
Si	9.57	8.207	3.4768	0.0035	0.0004	-0.004
Si	1.3749	10.9421	3.4625	0.0068	-0.0244	0.0615
Si	9.5678	13.673	3.3507	-0.0365	-0.0414	0.0655
Si	1.3713	16.4175	3.354	0.008	0.0111	-0.0561
Si	5.447	9.5606	4.7268	0.0723	0.0205	-0.0196
Si	8.2111	12.3043	4.6969	-0.0489	0.0659	-0.2408
Si	5.466	15.0386	4.8736	-0.0609	-0.0046	0.1076
Si	8.1835	6.8301	4.8676	0.0504	0.0811	0.0961
Si	0.0151	9.5844	4.8729	-0.0178	-0.0637	0.0373
Si	2.7429	12.2879	4.892	-0.0104	-0.0076	0.085
Si	10.9133	15.0745	4.6557	0.0032	0.0439	-0.0676
Si	2.7474	6.8439	4.6608	0.0563	-0.0453	-0.0326
Si	4.1553	10.8532	6.2381	-0.0211	-0.0642	0.0286
Si	6.8956	13.6069	6.1505	0.0772	0.0372	-0.0022
Si	4.0343	5.5467	6.1461	0.1058	-0.007	-0.1064
Si	6.7579	8.2264	6.1807	-0.1974	-0.1016	0.0619
Si	-1.4191	11.0015	6.1515	0.0309	0.1112	0.131
Si	1.2752	13.752	6.0784	0.0885	0.0602	-0.0344
Si	9.6086	5.4278	6.1577	-0.0967	-0.2281	-0.0297
Si	1.4405	8.1276	6.1226	0.1073	0.1185	-0.1084
Si	3.2196	8.992	7.4306	0.1667	-0.2088	0.1823
Si	6.0365	11.7623	7.3838	-0.4468	0.4163	0.1608
Si	2.2338	4.5824	7.3231	-0.007	-0.0173	0.2111
Si	4.9974	7.2422	7.5181	-0.1199	0.148	0.1991
Si	7.7179	10.0277	7.3425	0.3729	-0.5158	0.0889
Si	-0.5284	12.9044	7.3182	0.0233	-0.0946	0.2207
Si	0.5266	6.3189	7.302	-0.2562	0.1355	0.2428
Si	8.6206	14.6177	7.4535	0.012	0.0188	0.151
Si	7.3914	11.3383	15.3511	-0.0133	0.0278	-0.292
Si	4.7148	6.4817	25.8302	-0.0592	-0.0343	0.024
Si	8.8801	4.9099	28.0538	-0.2021	-0.1334	0.0224
Si	6.7924	12.5296	10.1582	-0.1168	-0.0107	0.1176
Si	8.3319	3.1201	23.8332	0.0204	0.0298	0.2251
Si	2.1214	4.3771	19.023	0.1124	0.0138	0.1234
Si	6.9658	10.4612	12.3031	-0.1133	-0.0532	-0.1024
Si	11.344	12.3016	28.2318	-0.0467	-0.1614	0.1364
Si	7.9175	4.3472	9.699	0.2052	-0.0436	-0.4387
Si	0.916	1.5474	22.5158	-0.0891	0.0107	0.3428
Si	1.4731	13.7803	11.7596	0.1003	0.1924	-0.1717
Si	3.4286	9.7368	14.0386	0.0826	-0.0443	-0.2022
Si	2.234	3.8431	28.1926	0.0313	-0.0242	-0.1443
Si	0.5713	11.6161	9.9938	0.0913	-0.0426	-0.0994
Si	1.3447	9.9604	18.5291	0.0449	0.0053	-0.0209
Si	10.723	7.7167	21.5104	-0.063	0.0015	0.3842
Si	7.3961	10.601	19.9872	-0.0244	0.0175	0.2278
Si	10.007	3.5789	18.5791	-0.0919	-0.0343	-0.0192
Si	2.6342	9.4343	9.6843	0.1314	-0.0987	-0.5211
Si	3.8104	3.5289	25.7462	0.0632	0.1636	-0.0838
Si	5.9715	11.567	27.8793	0.1773	0.058	-0.1192
Si	8.6779	2.0177	26.6905	-0.0883	0.0746	0.125
Si	5.3747	2.3689	23.551	0.0076	0.0521	0.2912
Si	5.1215	12.0838	18.5494	-0.0502	-0.0817	-0.0364
Si	9.3015	1.8592	21.0339	0.0026	0.0945	0.3246
Si	9.4722	8.6656	18.8127	0.078	-0.0837	0.153
Si	1.5601	4.2738	23.7865	0.0443	0.0269	0.2343
Si	7.8199	9.1009	28.1075	-0.1359	0.0334	-0.0353
Si	0.592	6.439	27.7742	0.1005	0.0934	-0.1442
Si	6.2849	6.5449	28.5232	-0.0498	-0.1024	0.116
Si	5.4077	6.1826	9.73	-0.0402	0.2052	-0.5361
Si	3.5938	12.6264	13.8054	-0.0431	-0.0132	-0.2695
Si	5.2901	9.6166	16.6493	-0.0205	0.0452	-0.2731
Si	2.1613	8.2503	25.8044	0.0884	-0.0265	0.0174
Si	8.8683	8.5016	25.1155	0.1166	-0.0247	-0.1521
Si	8.7795	6.1265	17.1612	0.0063	-0.0701	-0.1187
Si	5.2961	10.4074	22.2831	0.0348	0.0563	0.3804
Si	6.2371	8.0637	23.6061	-0.0465	0.001	0.3472
Si	2.392	7.4144	19.8225	-0.0284	0.026	0.2061
Si	5.2733	6.8266	20.8746	0.0076	-0.0497	0.2394
Si	11.211	9.7337	23.833	0.0563	-0.1407	0.2184
Si	5.9292	14.0596	14.8638	0.0437	-0.1151	-0.1704
Si	2.9967	11.4046	20.7275	0.0219	-0.0006	0.1775
Si	4.4762	14.9295	17.3735	0.0312	-0.0587	-0.1436
Si	8.8124	10.3954	10.037	-0.0624	-0.0395	0.2138
Si	4.6339	8.5011	11.7261	0.0282	0.1023	-0.2081
Si	2.8702	4.5739	9.6115	-0.2075	-0.0718	-0.3135
Si	9.9715	12.8582	15.8315	-0.0822	0.0374	-0.1462
Si	3.1005	10.5643	27.7214	-0.1752	0.0405	-0.177
Si	5.8795	6.7537	18.0048	0.014	0.0359	0.0677
Si	9.9721	5.8708	23.8568	-0.0177	-0.0687	0.1472
Si	0.9091	6.9298	10.2628	0.2227	0.0785	0.0283
Si	8.7407	4.4909	14.5136	0.0578	-0.0785	-0.2042
Si	3.6939	4.2714	21.6549	-0.0158	0.0043	0.3434
Si	10.1738	5.072	11.8191	0.0837	-0.0588	-0.1028
Si	1.7757	11.3528	15.6786	0.0433	-0.0284	-0.2019
O	8.818	2.1347	25.058	0.0016	-0.0068	-0.0359
O	2.1727	5.9954	19.0742	0.0059	-0.0125	-0.0943
O	9.2705	4.7386	29.6274	0.0234	-0.059	0.2384
O	0.5273	7.0412	29.2775	0.1529	0.1707	0.1149
O	0.9686	7.632	26.7272	-0.1409	-0.1042	0.133
O	3.8303	10.307	21.5911	-0.0667	0.0186	-0.1373
O	2.8018	3.8717	29.7041	0.0824	0.0676	-0.0423
O	5.7039	12.2811	8.9627	0.1605	-0.189	-0.2104
O	2.0303	10.9476	9.7322	-0.0321	0.136	0.0953
O	6.9904	5.7151	9.739	0.0122	-0.0356	0.0848
O	10.1003	6.4451	22.3322	0.0355	0.0822	-0.2125
O	6.7146	3.2279	23.8538	-0.0281	-0.0119	-0.0859
O	5.2425	9.3444	23.5187	0.0022	0.0831	-0.1716
O	10.8309	6.5389	11.4865	0.0216	0.1272	-0.0649
O	0.5954	3.8567	19.043	0.0303	0.0106	0.0085
O	0.6844	11.2878	23.6023	0.032	0.1219	-0.1092
O	2.4045	14.2058	10.4745	0.0341	-0.1199	0.1552
O	4.9205	14.9129	15.8119	-0.0686	0.0826	0.1492
O	1.7906	5.3275	27.6839	-0.0008	0.0018	0.0542
O	6.5404	12.7189	15.5849	-0.0311	0.0382	0.1117
O	7.0242	14.114	10.435	-0.0601	-0.0624	0.0734
O	3.2786	9.8757	29.1931	-0.1017	-0.3197	0.3753
O	7.1612	12.3944	27.0611	-0.0916	-0.0459	0.0085
O	8.848	3.5065	27.2736	0.0429	0.1199	-0.0196
O	1.7701	10.8091	17.2065	-0.0111	-0.0666	0.1473
O	3.0564	12.3601	15.3505	-0.0823	-0.022	0.134
O	5.1378	6.8321	27.3755	0.0663	0.0349	0.1033
O	5.7025	11.8327	22.963	-0.0262	-0.0852	-0.121
O	6.2625	6.9354	19.5846	0.0188	-0.0138	-0.0537
O	3.5312	8.4951	12.9609	-0.0056	0.0156	0.1006
O	2.1256	8.5287	18.6518	0.0062	0.0106	-0.0569
O	4.0369	12.1619	19.7519	0.0187	0.0324	-0.0546
O	2.4305	13.4227	13.0084	0.0325	-0.0272	0.0974
O	4.859	5.4772	17.9435	-0.0611	0.0111	0.0285
O	9.1944	5.1569	13.103	-0.0845	0.002	0.1456
O	8.2608	11.9193	9.7202	0.0762	-0.025	-0.0477
O	2.8933	3.7776	20.3308	-0.0388	-0.0292	-0.1822
O	5.829	7.0729	24.8165	0.0491	0.0415	-0.0708
O	10.038	13.49	17.3205	0.0267	0.0193	0.1317
O	6.7959	10.0854	16.201	-0.0561	-0.058	0.1244
O	2.3554	3.7415	25.0792	-0.0645	-0.0392	-0.0129
O	6.4012	9.9984	21.1417	0.0812	-0.019	-0.2002
O	0.8932	2.9233	28.0927	-0.0151	0.0737	0.0183
O	0.1917	12.6271	8.7934	-0.1746	0.1219	-0.1125
O	9.5173	7.0289	24.889	-0.0239	0.0088	0.0014
O	6.6039	11.6883	19.078	0.0082	0.046	-0.038
O	7.3386	5.4508	27.9042	0.052	-0.0069	-0.0392
O	9.7842	7.8866	20.2073	-0.0843	0.0298	-0.1768
O	4.3952	9.4059	15.3046	0.0794	-0.0119	0.1775
O	9.4198	7.5716	17.5893	0.0027	0.0269	-0.0229
O	4.8542	5.3015	21.2153	0.0106	0.0073	-0.0984
O	4.4981	4.7973	9.7166	0.0083	0.1531	0.1397
O	5.9715	9.1824	12.3414	0.0148	0.0124	0.1104
O	0.0886	6.8084	8.8567	0.1333	-0.1712	-0.2263
O	7.715	8.6453	23.9669	-0.0323	-0.0137	-0.0574
O	10.0529	5.845	27.4128	-0.0056	0.0649	0.0085
O	8.222	9.434	8.8582	-0.1873	0.162	-0.2367
O	6.3115	11.7352	11.5011	0.0801	0.074	-0.0781
O	9.9663	9.6863	24.8877	-0.031	0.027	-0.0163
O	7.4476	2.9175	30.2065	0.0892	-0.0035	0.7077
O	7.2361	7.8166	28.9058	0.0875	0.0535	0.0352
O	1.5645	8.4183	10.4173	-0.1429	-0.1318	0.0594
O	4.4328	11.443	27.3023	-0.0388	-0.0372	0.0597
O	2.9608	9.4153	26.5877	0.0883	0.0782	0.0758
O	5.3067	8.1791	17.4267	0.0048	-0.0869	0.0682
O	10.7085	9.0583	22.4397	-0.0205	-0.042	-0.2411
O	9.944	12.0954	27.3386	0.1547	0.0159	0.0143
O	7.1724	6.3019	17.1553	-0.0252	0.0193	-0.0015
O	2.5885	4.9125	22.6901	0.0795	0.0196	-0.2291
O	2.1844	5.9044	10.2835	-0.0706	0.0394	-0.0205
O	11.4637	5.4018	24.3136	0.0083	-0.0353	-0.0836
O	8.5767	11.3907	20.7423	0.0041	-0.066	-0.0739
O	3.2486	7.0838	25.4578	-0.0051	0.0242	-0.0431
O	0.4461	12.2196	15.3653	-0.0194	-0.0157	0.0702
O	0.5984	12.4582	11.385	-0.0373	-0.1047	-0.0354
O	3.8825	7.6066	20.4756	-0.0592	0.0237	-0.0713
O	9.123	5.6066	15.6476	-0.0198	0.0805	0.1323
O	4.0557	9.4129	10.4988	-0.0375	0.0215	0.148
O	5.7301	12.1655	29.3674	0.0293	0.0263	0.3457
O	2.3956	12.384	21.877	0.0858	0.0017	-0.1631
O	10.8466	12.4002	21.2646	-0.0182	-0.0185	-0.1765
O	1.929	10.062	14.6423	-0.0238	0.0437	0.1092
O	8.7299	2.4967	22.4033	0.0338	-0.0964	-0.2615
O	3.8959	11.1094	13.2318	-0.0364	0.0283	0.1264
O	10.4286	10.4021	10.0595	-0.0969	-0.0299	-0.0363
O	4.9547	13.5187	13.6634	0.0727	0.0524	0.1609
O	1.7719	10.785	19.8668	-0.04	-0.0207	-0.0363
O	1.3293	7.501	21.0554	0.1166	-0.0271	-0.1174
O	9.3168	4.5687	10.5182	0.0243	0.059	0.1454
O	4.7154	4.8749	25.6044	-0.0058	-0.0943	-0.0031
O	7.1437	15.048	14.3971	-0.007	0.0302	0.0687
O	2.8666	14.7887	17.6578	0.0121	0.0337	0.013
O	6.1365	7.3197	22.1655	-0.0451	-0.0443	-0.2624
O	0.7181	3.0034	23.2157	0.0147	-0.1319	-0.1229
O	9.2727	4.9797	18.2037	-0.0003	0.0049	0.0527
O	4.6754	10.8569	17.5393	-0.0247	0.0398	0.0772
O	9.5562	14.0328	14.7732	0.0016	-0.0042	0.0736
O	8.3522	8.6499	26.6404	0.0162	0.0465	0.1354
O	5.2268	2.6807	18.0093	0.0059	0.027	0.0587
O	8.9346	4.6269	23.9566	-0.0342	0.0358	-0.0378
O	9.1677	2.9116	19.8039	0.0011	0.0624	-0.1074
O	4.4784	3.0949	22.4264	-0.0794	0.0251	-0.2138
O	8.9119	11.6215	15.821	0.0707	-0.0222	0.1104
O	6.5252	10.049	27.9143	0.0158	-0.058	0.0162
O	10.6671	9.7336	18.4871	-0.0208	0.0472	-0.0328
O	0.4558	14.9796	12.1526	-0.0847	0.0203	0.0381
O	7.3806	10.9364	13.7814	0.0146	0.0211	0.0971
O	8.3005	9.9474	11.5157	0.1215	0.0038	-0.1526
O	4.5693	2.3036	24.9837	0.0233	-0.019	-0.0889
O	1.5215	8.8657	24.4373	-0.0095	0.0354	-0.082
O	3.4891	3.2553	27.314	-0.0617	0.0116	0.0719
O	8.9541	9.7672	29.0646	0.149	0.1003	0.3131
O	5.0274	7.0459	11.0889	0.0518	-0.1449	0.0786
O	8.0465	9.4466	19.0265	0.021	-0.0116	-0.0472
O	1.6837	11.4101	27.6831	-0.0679	-0.0122	0.0414

Results
free energy: -156954.498 eV
free energy less fixed offsets of O -568.88, Si -635.61 eV per atom: -5.458 eV

The program warned: the cutoff lies below the one the program advises for these potential files; the exchange-correlation potential is rough where the density is thin.
